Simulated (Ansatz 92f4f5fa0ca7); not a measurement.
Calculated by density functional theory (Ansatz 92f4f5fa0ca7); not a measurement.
Periodic cell of 267 atoms, Si160O101As6, from a study of silicon, its oxide and their interface. The atomic structure is a simulated model.
Doubt: the cutoff is far below the 930 eV that the study's wrapper takes by default for these files, so forces and energies are approximate.
This geometry differs little from another in the collection (a relaxation step or a small displacement).

Settings: functional PBE; potential files Ansatz PAW; basis plane waves; wave-function cutoff 580 eV; density cutoff ratio 5; exchange-correlation grid ratio 1; k mesh 1 x 1 x 1, Gamma-centred; self-consistency stop 5e-08 eV per atom in the density residual; occupations fixed; spin none; net charge 0.

Cell vectors (angstrom)
a 11.6015 0 0
b 0 13.3963 0
c 0 0 30.9089

Atoms: element, x, y, z (angstrom)
Si 0.101 -0.06 24.1662
As 3.9086 0.0368 23.9016
Si 7.705 0.0247 24.1161
Si 1.8373 3.3156 24.2687
Si 5.6212 3.4469 23.9926
Si 9.6937 3.6267 24.096
Si -0.0748 6.7241 24.3919
As 3.8319 6.7515 24.0544
As 7.7139 6.7054 24.0021
Si 2.1967 9.9854 24.0871
Si 5.7258 10.1232 24.2065
Si 9.719 10.0107 24.2365
Si -0.1084 2.2323 24.9612
Si 3.8333 2.2148 24.96
Si 7.6957 2.3636 24.6508
Si 1.9328 5.5855 25.037
Si 5.7564 5.6229 24.9868
Si 9.5696 5.6869 25.2257
Si 0.1352 8.9983 24.931
Si 3.9398 8.8819 25.1697
Si 7.7114 8.9427 24.931
Si 2.0611 12.2506 24.9426
Si 5.7775 12.3588 25.0266
Si 9.6768 12.294 24.9208
Si -0.0492 2.2093 27.3376
Si 3.847 2.236 27.3338
Si 7.718 2.2639 27.1669
Si 1.9158 5.5718 27.3866
Si 5.7817 5.566 27.351
Si 9.6257 5.5971 27.5209
Si 0.0456 8.9547 27.3216
Si 3.8898 8.9315 27.4838
Si 7.721 8.9544 27.3176
Si 1.9664 12.2562 27.3238
Si 5.8151 12.3101 27.3792
Si 9.6827 12.2869 27.3147
Si 1.9161 1.1043 28.1205
Si 5.8099 1.1565 28.115
Si 9.6142 1.1217 28.1112
Si -0.0145 4.4427 28.1561
Si 3.8479 4.4572 28.1513
Si 7.6962 4.4304 28.1553
Si 1.9305 7.8117 28.168
Si 5.8307 7.7983 28.1611
Si 9.6768 7.8655 28.1409
Si 0.0183 11.1749 28.1334
Si 3.8903 11.1878 28.1719
Si 7.7525 11.1746 28.1347
Si 1.9336 1.1164 30.514
Si 5.8008 1.1164 30.514
Si 9.6679 1.1164 30.514
Si 0 4.4654 30.514
Si 3.8672 4.4654 30.514
Si 7.7343 4.4654 30.514
Si 1.9336 7.8145 30.514
Si 5.8008 7.8145 30.514
Si 9.6679 7.8145 30.514
Si 0 11.1635 30.514
Si 3.8672 11.1635 30.514
Si 7.7343 11.1635 30.514
Si 0 0 0.3944
Si 3.8672 0 0.3944
Si 7.7343 0 0.3944
Si 1.9336 3.3491 0.3944
Si 5.8008 3.3491 0.3944
Si 9.6679 3.3491 0.3944
Si 0 6.6981 0.3944
Si 3.8672 6.6981 0.3944
Si 7.7343 6.6981 0.3944
Si 1.9336 10.0472 0.3944
Si 5.8008 10.0472 0.3944
Si 9.6679 10.0472 0.3944
Si 0.0416 -0.0411 2.7634
Si 3.8904 0.009 2.8227
Si 7.7406 -0.0316 2.7644
Si 1.9452 3.3204 2.7909
Si 5.781 3.3445 2.7519
Si 9.682 3.3412 2.7463
Si -0.0141 6.6857 2.7838
Si 3.8352 6.6953 2.7589
Si 7.7609 6.6518 2.7754
Si 1.9953 10.0609 2.7858
Si 5.8318 10.0804 2.7889
Si 9.7411 10.0079 2.7048
Si -0.0079 2.1862 3.5214
Si 3.888 2.2359 3.6559
Si 7.7342 2.2261 3.4557
Si 1.9015 5.557 3.572
Si 5.7693 5.5847 3.5067
Si 9.6921 5.5318 3.652
Si 0.0693 8.9351 3.5689
Si 3.9192 8.9186 3.5818
Si 7.7963 8.9238 3.4185
Si 1.9692 12.2795 3.6623
Si 5.8233 12.3126 3.6955
Si 9.7005 12.2117 3.4626
Si -0.044 2.0853 5.8748
Si 3.9171 2.2729 6.0791
Si 7.7955 2.2641 5.7816
Si 1.8552 5.5611 5.9473
Si 5.7508 5.6004 5.8562
Si 9.7263 5.5332 6.0741
Si 0.1035 8.8988 5.9372
Si 3.9284 8.874 5.9606
Si 7.8926 8.9468 5.7221
Si 1.9913 12.2758 6.1021
Si 5.9109 12.3247 6.1398
Si 9.7089 12.0594 5.7861
Si 1.9396 1.1736 6.7965
Si 5.9657 1.3312 6.9184
Si 9.5629 0.8615 6.5027
Si 0.0346 4.2262 6.865
Si 3.7942 4.5505 6.7818
Si 7.6574 4.4971 6.617
As 1.9758 7.7691 6.9808
Si 6.0179 7.8211 6.5771
As 9.7619 7.8162 6.8499
Si 0.0398 11.1162 6.8672
Si 3.9482 11.0934 6.8225
As 7.8498 11.0451 6.9335
O 11.8708 3.7386 8.4877
O 9.1816 0.3313 8.0699
O 3.9436 10.9057 8.4766
O 6.298 1.8977 8.5108
O 3.4895 4.6635 8.4309
O -0.0652 11.2082 8.552
O 6.52 7.7639 8.1734
O 7.1665 4.4565 8.2362
O 1.7958 1.4959 8.4465
O 2.7196 9.7405 22.4759
O 0.3832 -0.276 22.5264
O 9.9283 4.2073 22.5176
O 11.2261 6.6193 22.7581
O 5.2181 3.5252 22.3429
O 5.3384 10.3052 22.5709
O 1.517 3.1624 22.6354
O 9.802 9.8383 22.5929
O 7.5176 -0.1857 22.466
Si 7.2099 8.3946 9.4937
Si 9.3853 11.9531 14.0732
Si 3.404 7.7015 11.3647
Si 4.6553 4.5565 21.1919
Si 7.4993 -0.7688 16.0972
Si 11.3942 6.4196 14.8196
Si 2.7182 -0.3804 14.2863
Si 4.2115 10.8624 18.7041
Si 9.2676 6.2398 17.0243
Si 8.3144 12.8933 21.0827
Si 1.6882 8.7864 13.8498
Si 6.849 3.1703 14.7263
Si 5.9429 6.3194 11.3544
Si 1.5548 1.3409 19.311
Si 7.184 1.1291 18.6095
Si 11.9582 24.1209 10.0619
Si 6.9887 7.5131 15.4368
Si 1.5939 17.3037 21.1893
Si 4.126 9.7667 21.5911
Si 3.4098 10.358 15.946
Si 17.8248 10.8167 11.0159
Si -4.3166 3.094 9.1298
Si 9.7487 10.3132 21.0455
Si -0.3178 12.8703 21.0731
Si 8.0605 17.1072 17.5143
Si 13.1953 3.8547 11.7491
Si 2.2827 1.657 16.4337
Si 12.2706 2.3382 9.3003
Si 5.3813 5.1454 18.4133
Si 6.2291 10.0009 16.9164
Si 9.43 14.6584 9.3814
Si 4.7868 18.8387 15.4971
Si 4.2673 14.0151 18.4234
Si 7.779 4.1061 12.0067
Si 10.5211 19.0056 11.9911
Si 8.0117 9.4134 13.1505
Si 9.9072 -4.9551 10.7439
Si 5.7178 13.8578 13.9188
Si 0.5193 11.5998 12.8428
Si 15.2322 5.2192 9.9477
Si 7.7501 -0.1298 11.6843
Si 2.0988 4.2807 14.7423
Si 17.349 7.2261 20.4521
Si -0.959 5.4866 21.7354
Si 3.567 10.4818 9.9966
Si 8.8981 7.4995 19.9319
O 7.5494 13.5527 19.8362
O 1.901 0.7485 15.1392
O 3.7546 14.5604 16.9668
O 3.1004 14.2472 19.5342
O 4.6289 11.2421 11.0122
O 3.0863 10.3808 17.5776
O 7.0255 8.6352 16.6124
O 5.349 6.6959 18.9509
O 11.4968 11.6882 11.3187
O 7.3808 13.8072 17.178
O 5.4863 5.948 21.4579
O 7.3038 24.604 16.8449
O 7.8207 16.4858 16.0257
O 7.4632 8.1375 14.0008
O 6.8313 5.3961 12.3401
O 10.9948 11.9853 13.949
O 9.8043 0.1649 21.1686
O 9.3942 18.0521 17.4738
O 4.9326 17.5323 19.6259
O 8.835 8.6091 9.5094
O -2.8037 12.6876 12.7598
O 12.5845 23.4817 13.1963
O 10.4013 6.0463 13.5675
O 4.1423 13.5401 13.6931
O -0.9969 6.6916 16.2165
O 0.7888 5.168 15.0784
O 9.0337 7.1712 18.3396
O -2.4145 9.0177 12.0919
O 2.9501 11.7653 15.2955
O 9.6029 6.2555 20.7395
O 1.8953 3.5003 13.3136
O 5.4643 6.9213 15.331
O 1.7926 -0.7948 13.0094
O 11.2642 9.2619 10.3362
O 7.0807 3.3284 10.7355
O 8.0389 6.3729 15.9404
O 7.332 7.6518 20.4337
O 4.7497 7.1261 12.1161
O 2.411 8.0506 12.5868
O 11.0224 14.7263 9.566
O 8.7311 10.4562 14.1796
O 16.8321 5.4275 10.1864
O 11.0725 11.2639 20.7276
O 15.3906 8.917 10.364
O 12.005 4.9833 11.6967
O 1.1304 2.5962 10.8383
O 3.3813 5.3018 14.6858
O 8.9916 12.7354 15.4438
O 0.5745 7.7882 14.4543
O 3.0203 4.7194 21.2213
O 8.8769 2.7338 8.9528
O 6.3884 -0.6623 14.8973
O 14.4273 6.611 10.2817
O 5.5656 9.9758 18.4159
O 7.7683 3.2161 13.3725
O 9.324 4.5321 11.6689
O 8.1153 2.4782 18.5919
O 2.3115 16.598 15.9373
O 2.6781 9.1704 15.0976
O 6.4912 0.5451 12.4766
O 9.645 8.9507 20.1561
O 8.4366 11.2784 20.8229
O 14.6384 4.2244 11.0834
O 5.8639 1.8876 14.6649
O 6.47 9.8131 9.7629
O 18.3176 10.1165 12.4149
O 8.6182 0.8389 10.7161
O 5.0305 10.1745 15.8081
O 6.8837 18.1238 17.9864
O 1.432 16.186 20.0243
O 4.4596 5.0881 17.0717
O 5.6006 1.4711 18.7882
O 3.7903 24.0953 20.2724
O 4.7031 8.3662 20.9622
O 4.5956 12.4199 18.3786
O 6.9946 7.3684 10.7263
O -1.2618 6.894 11.0014
O 0.5548 13.6071 19.9209
O 1.2504 1.49 17.7013
O 7.1415 12.1186 10.7128
O 1.9835 -2.6382 10.2116
O 5.865 4.4323 14.8528
O 11.9495 4.9285 20.9259

Results
free energy: -188292.876 eV
free energy less fixed offsets of As -4856.12, O -568.88, Si -635.61 eV per atom: -1.676 eV

Forces (eV/angstrom), in the order of the atoms: element, x, y, z
Si -0.0135 0.0059 0.021
As 0.0035 -0.0099 -0.0012
Si 0.0004 -0.0112 0.0175
Si 0.009 0.0303 0.004
Si 0.0056 0.001 0.0021
Si -0.0007 0.0034 0.0131
Si -0.0005 -0.0193 0.0124
As 0.0102 -0.0039 0.0097
As -0.0009 -0.0061 0.0049
Si -0.0145 0.0091 -0.0031
Si 0.0138 0.0134 0.0126
Si 0.0124 0.0275 0.004
Si -0.0126 -0.0307 -0.0205
Si -0.0026 -0.0088 -0.0106
Si 0.0033 -0.0129 -0.0038
Si -0.0066 0.0095 -0.0119
Si -0.0062 0.0193 -0.0037
Si -0.0034 0.0093 0.0034
Si 0.0023 -0.0007 -0.0156
Si -0.0001 -0.0193 -0.0104
Si -0.0124 -0.0191 -0.0138
Si -0.0086 0.0172 0.0107
Si 0.0089 0.0073 0.0049
Si 0.0062 0.0065 -0.0135
Si -0.0093 0.0058 0.0089
Si 0.0033 0.0081 0.006
Si -0.0067 0.0162 0.0029
Si 0.0009 -0.0045 0.0026
Si -0.0041 -0.008 0.0073
Si 0.0038 -0.0026 -0.003
Si 0.0059 0.0103 0.0147
Si 0.0011 0.0088 0.0123
Si 0.0084 0.0098 0.0091
Si 0.0031 -0.0149 -0.0131
Si 0.0024 -0.0065 -0.0144
Si -0.0044 -0.0032 -0.0021
Si -0.0014 -0.0047 -0.005
Si -0.0026 -0.0069 -0.011
Si 0.0117 -0.0084 -0.0082
Si -0.0067 0.0196 -0.0181
Si 0.0076 0.0102 -0.0112
Si -0.0047 0.0077 -0.0131
Si -0.0087 -0.013 -0.0122
Si -0.0024 -0.0097 -0.0061
Si -0.0105 -0.0165 -0.0049
Si 0.008 0.0075 -0.0089
Si -0.0013 0.0025 -0.0059
Si -0.0071 0.0006 -0.0116
Si -0.0515 -0.0148 -0.1681
Si 0.1069 0.1554 -0.1727
Si -0.1982 0.0491 -0.1343
Si 0.0017 -0.0918 0.0993
Si 0.0138 -0.0562 0.0312
Si -0.1352 -0.1827 0.0537
Si -0.0365 -0.0401 0.2031
Si 0.0998 -0.082 0.2615
Si 0.0432 0.2435 -0.0746
Si -0.0428 0.0223 -0.1471
Si -0.0043 0.0409 0.1702
Si 0.0513 0.0264 -0.0729
Si 0.179 -0.1186 -0.0723
Si 0.0111 -0.0289 0.3199
Si -0.0619 -0.1039 0.0232
Si 0.0745 -0.029 0.1829
Si -0.0894 -0.0122 0.0212
Si 0.0537 0.0617 -0.1155
Si -0.0611 0.0159 0.1156
Si -0.1172 0.0141 -0.0399
Si 0.0886 -0.1307 0.022
Si 0.1096 0.1003 0.146
Si -0.0449 0.1751 0.1503
Si 0.1633 -0.1268 -0.3967
Si -0.0107 0.0072 0.0087
Si 0.0139 0.0054 0.0061
Si 0.0001 0.0107 0.0037
Si -0.0036 0.0002 0.0086
Si -0.0047 -0.003 0.0071
Si -0.0011 0.0175 0.0116
Si 0.0045 0.0092 0.0001
Si 0.009 0.0114 0.0025
Si -0.003 0.0097 0.0075
Si -0.024 -0.0078 0.0069
Si -0.0025 -0.0152 0.0076
Si -0.0028 -0.0023 -0.0013
Si 0.0003 -0.0014 0.0007
Si 0.0014 0.0062 -0.0085
Si 0.0017 -0.0004 -0.0059
Si -0.008 -0.0037 -0.0131
Si -0.0058 -0.0037 -0.0149
Si 0.0017 -0.0276 -0.0202
Si 0.0155 0.0027 -0.0109
Si 0.0105 0.0016 -0.0082
Si 0.008 0.012 0.0035
Si -0.0009 -0.0105 -0.0047
Si -0.0135 -0.0031 -0.0163
Si 0.005 -0.0138 -0.0126
Si -0.0033 0.0111 -0.0025
Si 0.0115 -0.0058 0.012
Si 0.0094 -0.002 0.0045
Si -0.009 -0.0009 0.0183
Si -0.0099 0.0033 0.0173
Si -0.0106 -0.0063 -0.0004
Si 0.0163 -0.0094 -0.0027
Si 0.0116 -0.0028 0.0095
Si -0.0038 -0.0153 -0.0069
Si 0.0001 0.0056 0.0106
Si -0.0127 0.0158 0.0175
Si -0.0131 0.0153 0.0178
Si 0.0007 -0.0031 -0.0095
Si -0.0082 -0.0109 -0.0092
Si 0.0017 -0.0139 -0.0049
Si 0.0147 -0.0024 -0.0192
Si 0.0021 -0.0061 -0.0134
Si 0.0046 -0.0086 0.0021
As -0.0153 0.0037 -0.0036
Si 0.0006 0.0148 -0.0174
As 0.0056 0.0093 0.0032
Si 0.0039 -0.0047 -0.0145
Si -0.0078 -0.005 -0.0311
As 0.0154 -0.001 -0.0033
O -0.0005 -0.0041 0.0074
O -0.0092 -0.0104 -0.0048
O -0.0001 0.0023 0.0336
O 0.0096 0.0132 0.0144
O -0.0027 0.0079 0.0197
O -0.0014 -0.0003 0.0225
O 0.0069 0.001 0.0201
O -0.0002 0.0086 0.0002
O -0.0008 0.0092 0.0148
O 0.0243 -0.0072 -0.0182
O -0.0033 -0.0056 -0.0381
O 0.0067 0.0169 -0.0249
O -0.0043 0.0034 -0.0149
O -0.0082 0.002 -0.0235
O -0.0117 -0.0022 -0.0166
O -0.0017 -0.0096 -0.0127
O -0.0015 -0.0064 -0.0108
O 0.0034 -0.006 -0.0323
Si -0.0092 -0.002 -0.0062
Si 0.0006 -0.0006 -0.0052
Si -0.0017 -0.0026 0.0006
Si -0.0001 -0.0081 0.0088
Si -0.0025 0.0032 0.0001
Si 0.0029 0.0004 0.0042
Si -0.002 -0.0002 0.0006
Si -0.0053 -0.0025 0.0097
Si -0.0026 0.0027 0.0044
Si -0.0037 0.0111 0.0124
Si -0.0025 -0.0027 -0.0003
Si 0.0014 0.0008 0.0011
Si -0.0016 0.0001 0.0017
Si -0.0101 -0.0026 0.0081
Si -0.0001 -0.0064 -0.0002
Si -0.0015 0.0034 -0.0007
Si -0.0021 0.0028 -0.0011
Si -0.0006 0.0089 0.0075
Si -0.0079 -0.0007 -0.0083
Si -0.0008 -0.002 0.0024
Si -0.0058 0.0045 0.0025
Si -0.0035 -0.0036 -0.0064
Si -0.0025 -0.0053 0.0009
Si 0.002 0.0108 0.0128
Si -0.004 0.0043 -0.0023
Si -0.001 -0.0124 0.0002
Si 0.0001 0.0002 0.0003
Si -0.0012 -0.0131 0.0013
Si -0.0053 0.0038 0.0042
Si -0.0005 -0.0015 0.0005
Si 0.0147 0.0115 0.0019
Si 0.0014 -0.0023 0.0011
Si 0.0008 -0.0047 -0.0034
Si -0.0041 -0.0069 -0.0022
Si 0.0019 -0.0027 0.0092
Si -0.0018 -0.0004 0.0024
Si 0.0026 0.0073 -0.0012
Si -0.0008 0.0044 0.0029
Si -0.0061 0.0003 -0.0017
Si 0.0007 -0.0035 -0.0108
Si 0.0066 0.0073 -0.002
Si -0.0054 0.0063 0.0012
Si -0.0112 0.0082 0.0013
Si 0.0071 -0.0156 0.0007
Si 0.0001 0.0074 -0.0054
Si 0.0021 0.0013 -0.0032
O -0.0008 0.0047 -0.0071
O 0.0003 0.0007 -0.0031
O -0.0035 0.0015 -0.0022
O -0.008 0.0015 -0.0007
O 0.0063 0.0022 -0.0055
O -0.0022 -0.0004 -0.0076
O 0 -0.0015 -0.0042
O -0.0031 -0.0036 -0.0011
O -0.0003 -0.0011 0.0004
O -0.0009 -0.0012 -0.0054
O 0.0043 0.0052 -0.0045
O -0.0011 0.002 -0.0011
O -0.0032 0.0039 0.0015
O -0.0028 -0.0014 -0.0003
O 0.0014 0.0001 -0.0024
O -0.0086 0.0015 -0.0015
O 0.0047 -0.0158 -0.0032
O -0.0078 -0.001 -0.0022
O 0.0035 0.0047 -0.0109
O -0.0026 0.0066 0.0061
O 0.0014 -0.0033 0.0039
O 0.0001 -0.0044 -0.0008
O 0.0021 0.0007 -0.0025
O 0.0012 0.0003 -0.0031
O -0.0004 -0.001 -0.0059
O 0.005 -0.0029 -0.0086
O 0.0005 -0.0039 -0.0061
O -0.005 0.0057 -0.0006
O -0.0015 0.0011 -0.0044
O -0.0055 0.0088 -0.0066
O 0.0005 0.0071 0.0097
O 0.0016 0.0009 -0.0033
O 0.0013 0.0018 -0.0031
O -0.0023 -0.0014 -0.0025
O 0.0008 0.0061 0.0071
O -0.0004 0.0013 -0.0029
O 0.0017 0.001 0.0013
O -0.004 0.0033 -0.007
O -0.0083 0.0069 0.0007
O -0.0034 0.0049 -0.0043
O 0.0006 0.0063 -0.0041
O 0.0009 0.007 -0.0039
O -0.0057 0.0026 -0.0035
O -0.0002 -0.0055 -0.0014
O -0.0063 0.0064 -0.0058
O 0.0072 0.0119 0.0058
O -0.007 -0.0063 -0.001
O -0.0006 0.0028 -0.0007
O 0.0012 -0.0056 -0.0031
O -0.0068 -0.0008 0
O -0.0101 0.0042 -0.0045
O -0.002 0.005 -0.004
O 0.0017 0.007 -0.0018
O 0.0023 -0.0003 -0.0051
O -0.0033 -0.0008 0.0028
O 0.0024 0.0043 -0.0067
O -0.0017 0.0044 -0.0018
O -0.001 0.0051 -0.0082
O -0.0009 0.003 -0.0035
O -0.0059 0.0008 -0.0008
O -0.002 -0.0014 0.0002
O 0.0033 0.0022 -0.0001
O -0.0029 0.0014 -0.0008
O -0.0017 -0.0058 -0.0087
O 0.0008 0.0043 -0.0041
O 0.0044 0.003 -0.0099
O -0.0077 -0.0079 0.0051
O -0.0014 0.0022 -0.0018
O 0.0098 -0.0075 -0.0059
O 0.0027 -0.0133 -0.0081
O -0.0017 0.001 -0.0067
O -0.0019 0.0016 0.0007
O 0.0006 0.0036 -0.0138
O 0.008 -0.0079 -0.0032
O -0.0003 0.0055 -0.002
O -0.0037 0.0004 -0.0014
O 0.0012 -0.0071 -0.0025
O 0.0052 0.0117 -0.0037
O 0.0022 0.0008 -0.0062
O -0.0031 -0.0046 -0.0018
O -0.0006 -0.0012 -0.0056
O -0.0068 0.0037 -0.0009
O 0.0016 -0.0005 0.0027

The program warned: the cutoff lies below the one the program advises for these potential files; the forces do not sum to zero within the program's tolerance; the exchange-correlation potential is rough where the density is thin.
